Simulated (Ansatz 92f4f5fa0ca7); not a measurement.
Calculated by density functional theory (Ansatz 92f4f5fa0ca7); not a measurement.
Periodic cell of 226 atoms, Si134O92, from a study of silicon, its oxide and their interface. The atomic structure is a simulated model.
Doubt: the cutoff is far below the 930 eV that the study's wrapper takes by default for these files, so forces and energies are approximate.
This geometry differs little from another in the collection (a relaxation step or a small displacement).

Settings
functional: PBE
potential files: Ansatz PAW
basis: plane waves
wave-function cutoff: 580 eV
density cutoff ratio: 5
exchange-correlation grid ratio: 1
k mesh: 1 x 1 x 1, Gamma-centred
self-consistency stop: 5e-08 eV per atom in the density residual
occupations: fixed
spin: none
net charge: 0

Cell vectors (angstrom)
a  10.938  0  0
b  0  10.938  0
c  0  0  32.4532

Atoms and the computed forces on them: element, x, y, z (angstrom), force x, y, z (eV/angstrom)
Si  0.3839  -0.5133  25.025  -0.0021  -0.0051  -0.0192
Si  5.4627  -0.273  24.8069  0.0144  0.0124  -0.0186
Si  2.474  3.0653  25.201  0.0015  0.0008  -0.014
Si  7.6277  2.7291  24.4982  0.0074  -0.0007  -0.0103
Si  0.2066  5.2131  24.97  -0.005  -0.0079  -0.0152
Si  5.5719  5.1878  24.904  0.0157  -0.0021  0.0037
Si  2.6738  8.1372  24.8786  -0.0032  -0.008  -0.0056
Si  7.7777  8.4948  25.0942  0.0083  0.0044  -0.0222
Si  1.3777  1.2691  26.2895  0.0017  0.0043  0.0101
Si  6.6481  1.3142  26.122  -0.0016  -0.0034  0.0068
Si  4.0702  4.1868  26.4508  -0.0031  0.0027  0.0097
Si  9.6884  4.1127  26.3898  0.0012  -0.0063  0.0061
Si  1.3495  6.8076  26.2659  0.0075  0.0025  0.0093
Si  6.7286  6.7788  26.3041  -0.0105  -0.0102  0.0017
Si  4.0747  9.4551  26.2513  -0.0006  -0.0082  0.0137
Si  9.5254  9.5525  26.3125  -0.0015  0.0032  0.0073
Si  2.7821  -0.0356  27.6546  -0.0038  0.001  0.0003
Si  8.1676  0.0767  27.5966  -0.0014  -0.0013  0.002
Si  0.0424  2.6623  27.7071  0.0014  0.0035  -0.0037
Si  5.4513  2.7172  27.654  -0.0041  -0.0088  0.0063
Si  2.6995  5.5407  27.73  -0.0069  -0.0058  -0.0072
Si  8.2003  5.4741  27.6528  0.0072  0.0019  0.0052
Si  -0.0282  8.182  27.6587  0.0004  0.0037  -0.0022
Si  5.4445  8.1731  27.6882  0.0024  0.0083  -0.0032
Si  4.1018  1.3673  29.0349  0.136  -0.1972  0.0262
Si  9.5708  1.3673  29.0349  -0.3279  -0.0145  0.1066
Si  1.3673  4.1018  29.0349  0.1115  -0.11  0.185
Si  6.8362  4.1018  29.0349  0.0297  -0.1627  -0.2
Si  4.1018  6.8362  29.0349  -0.2153  0.3407  0.6335
Si  9.5708  6.8362  29.0349  -0.0056  -0.1649  0.0726
Si  1.3673  9.5708  29.0349  -0.0055  -0.0997  -0.2224
Si  6.8362  9.5708  29.0349  0.0881  0.1743  -0.41
Si  0  0  30.4022  -0.0982  -0.0933  -0.0545
Si  5.469  0  30.4022  -0.0434  0.0436  -0.003
Si  2.7345  2.7345  30.4022  0.0089  0.0242  0.0031
Si  8.2035  2.7345  30.4022  0.0507  0.0411  0.0028
Si  0  5.469  30.4022  -0.1286  -0.0663  0.0058
Si  5.469  5.469  30.4022  -0.0466  -0.0619  -0.0395
Si  2.7345  8.2035  30.4022  0.0511  -0.0273  0.0551
Si  8.2035  8.2035  30.4022  0.0702  0.0307  -0.0364
Si  1.3673  1.3673  31.7694  -0.0185  0.0391  -0.0082
Si  6.8362  1.3673  31.7694  0.0294  -0.0264  -0.0306
Si  4.1018  4.1018  31.7694  0.0241  -0.0065  -0.0053
Si  9.5708  4.1018  31.7694  0.0025  -0.0325  -0.0149
Si  1.3673  6.8362  31.7694  0.0473  0.0459  -0.0319
Si  6.8362  6.8362  31.7694  -0.0383  0.0008  -0.0236
Si  4.1018  9.5708  31.7694  -0.0264  0.007  -0.0179
Si  9.5708  9.5708  31.7694  0.0218  0.0058  0.0054
Si  2.7345  0  0.6835  0.0415  -0.0038  0.0112
Si  8.2035  0  0.6835  0.0022  0.0245  0.0306
Si  0  2.7345  0.6835  -0.0621  0.0437  -0.0022
Si  5.469  2.7345  0.6835  0.0069  -0.041  0.0156
Si  2.7345  5.469  0.6835  -0.0108  -0.0485  0.0227
Si  8.2035  5.469  0.6835  0.0296  0.0073  0.019
Si  0  8.2035  0.6835  -0.0256  -0.0654  0.0172
Si  5.469  8.2035  0.6835  -0.0513  0.0628  -0.0095
Si  4.1018  1.3673  2.0507  -0.0147  0.0482  0.0433
Si  9.5708  1.3673  2.0507  0.0847  0.0354  -0.0635
Si  1.3673  4.1018  2.0507  0.0143  -0.0666  -0.0349
Si  6.8362  4.1018  2.0507  0.0147  0.0309  0.057
Si  4.1018  6.8362  2.0507  0.0828  0.0155  -0.0263
Si  9.5708  6.8362  2.0507  -0.0034  0.0901  0.0445
Si  1.3673  9.5708  2.0507  -0.0007  0.0451  0.055
Si  6.8362  9.5708  2.0507  -0.0569  -0.1057  -0.0413
Si  0  0  3.418  0.0204  0.3343  -0.2393
Si  5.469  0  3.418  -0.0695  -0.2923  -0.143
Si  2.7345  2.7345  3.418  -0.1967  0.1279  -0.2666
Si  8.2035  2.7345  3.418  0.4089  0.1297  -0.0846
Si  0  5.469  3.418  0.1646  0.0262  0.2646
Si  5.469  5.469  3.418  0.0196  0.2835  0.0533
Si  2.7345  8.2035  3.418  -0.0607  -0.2788  0.3148
Si  8.2035  8.2035  3.418  -0.1072  -0.0648  -0.2193
Si  1.3711  1.3851  4.7834  -0.0045  -0.0027  0.0064
Si  6.8442  1.3689  4.7167  -0.0005  0.0084  0.0007
Si  4.0115  4.184  4.7451  0.0039  0.0038  0.009
Si  9.6346  4.0768  4.8208  -0.0027  -0.0016  -0.0011
Si  1.3523  6.834  4.8679  -0.0042  0.0017  0.0033
Si  6.8925  6.8175  4.8158  -0.0016  -0.0053  0.0032
Si  4.1291  9.5245  4.797  -0.0032  0  -0.0017
Si  9.5274  9.6248  4.7213  0.0036  0.0081  -0.001
Si  2.7373  -0.0287  6.0957  0.0023  0.008  0.0031
Si  8.2243  0.0858  6.1043  0.0002  -0.0045  -0.0078
Si  0.1257  2.8093  6.2586  0.0074  0.0005  0.0063
Si  5.4129  2.7407  5.9087  -0.0051  -0.0028  -0.0031
Si  2.7383  5.4939  6.3271  0.0077  0.004  -0.0043
Si  8.2117  5.344  6.1978  0.0003  0.0053  0.0007
Si  -0.0484  8.3261  6.0967  0.0003  -0.0042  0.0036
Si  5.5513  8.2197  6.198  -0.0002  -0.0056  -0.001
Si  3.991  1.5291  7.2557  -0.0012  0.0032  0.0006
Si  9.8236  1.2279  7.4312  0.0116  0.0004  0.0158
Si  1.7878  3.7862  7.7595  -0.0015  -0.0128  0.009
Si  6.5723  4.1368  7.3293  0.0018  0.0027  0.0214
Si  4.5072  6.5526  7.5152  0.0012  -0.0068  0.01
Si  9.4884  7.5946  7.8334  0.0074  -0.0099  -0.0115
Si  1.0844  9.8968  7.4021  -0.007  -0.0016  0.0017
Si  7.0305  9.5619  7.4921  0.0056  -0.0071  -0.0056
O  5.556  5.3247  7.8352  -0.0007  0.0012  -0.0046
O  -0.0262  0.0768  7.902  0.0017  0.0003  -0.0049
O  2.9394  2.6181  7.8859  -0.0026  -0.0002  -0.0024
O  9.0401  6.0583  7.4717  -0.0049  0.0024  -0.0029
O  1.5329  9.3155  24.4781  -0.0056  0.0032  0.0102
O  9.0228  3.1334  25.2274  0.0051  0.0042  0.008
O  6.6966  9.5904  24.424  0.0004  -0.0035  0.0129
O  1.3511  4.0895  24.5073  0.0014  -0.0011  0.0099
O  8.1624  8.5154  8.1296  -0.0024  0.0018  0.0077
O  1.5054  4.1011  9.3764  -0.0017  0.0002  -0.0164
O  1.5696  9.1937  8.8177  0.0007  0.0052  -0.0013
O  7.0359  3.3346  8.6763  0.0001  0.0013  -0.011
O  10.317  7.6286  9.2482  -0.0035  -0.0003  0.0029
O  4.8344  0.8744  8.488  0.0044  -0.0038  0.0022
O  4.1779  7.0874  9.0303  0.0032  -0.0016  -0.0086
O  9.2485  1.8693  8.833  -0.0026  -0.002  -0.0038
O  4.6599  0.3153  23.4272  0.0041  -0.0053  0.0115
O  8.0683  2.1219  23.0393  -0.0055  -0.0022  0.008
O  10.2857  5.6672  23.6156  0.0048  -0.0007  0.0073
O  6.6591  4.0535  24.301  -0.0157  0.012  0.0043
O  8.468  7.6406  23.8986  -0.0006  0.0043  0.0054
O  3.5544  2.5953  24.0537  -0.0031  0.0006  0.0065
O  3.4185  7.2848  23.5992  -0.0085  0.0117  0.0105
O  10.6544  0.0979  23.6532  0.0045  -0.0042  0.0055
Si  8.0896  11.4645  15.3577  0.0016  -0.0004  0.0018
Si  6.7806  9.1425  13.7904  0.0009  0.0001  0.0013
Si  11.5928  7.7167  16.717  0.0001  -0.001  -0.0014
Si  5.0379  5.4247  16.0781  0.0006  -0.0005  0.0005
Si  11.5216  3.0867  13.2055  0.001  -0.0014  0.0024
Si  0.5399  3.4665  16.4321  0.0005  0  0.0004
Si  13.7812  7.1813  14.5324  -0.0002  -0.0014  0.001
Si  4.2269  3.7475  20.9118  0.0021  -0.0002  -0.0069
Si  -2.4531  3.7692  12.4206  -0.0001  0.0017  0.0007
Si  4.1248  1.4976  14.8959  0.0016  0.0006  0.0036
Si  8.8472  1.7298  21.6533  0.0012  0.0002  0.0009
Si  7.8949  2.3315  9.6164  0.0009  0.0111  -0.0097
Si  12.8046  0.9207  16.7783  0  0.0005  -0.0019
Si  13.2363  3.999  10.8362  0.004  -0.0027  -0.0068
Si  2.7766  1.371  12.1847  0  0  -0.0031
Si  8.839  6.6542  13.4608  0.0011  0.0009  0.0023
Si  14.5153  1.4618  22.8946  0.0017  0.0024  0.0089
Si  0.8076  8.1488  9.8247  0.0014  0.0008  -0.0026
Si  11.4623  0.5421  22.3023  -0.0049  0.0003  0.0015
Si  4.5315  9.342  15.3941  0.0007  0.0005  -0.0002
Si  7.0104  3.1193  19.6057  0.003  -0.0009  -0.0054
Si  10.9089  -0.8637  15.1678  0.0009  -0.0004  0.0012
Si  9.4958  -5.261  16.5042  -0.0008  0.0002  0.0003
Si  11.0325  8.7199  21.0385  0.0002  -0.0025  -0.0018
Si  6.9612  5.8988  18.2282  0.0017  -0.001  -0.0059
Si  2.916  4.771  18.1861  -0.0019  -0.0001  -0.0048
Si  11.5153  8.1817  12.8015  -0.001  -0.0017  -0.0019
Si  6.7411  14.0872  14.7994  -0.0016  0  0.0031
Si  7.0429  7.132  21.1779  0.0043  -0.0008  -0.0048
Si  14.7071  -0.9386  18.2315  -0.0008  0.0007  -0.0013
Si  2.2305  7.7972  19.1565  0.001  0.0015  -0.0058
Si  14.2731  6.7944  10.3914  -0.0006  -0.0005  -0.004
Si  6.7106  11.1902  18.2085  -0.0003  0.0009  -0.0036
Si  4.432  -1.3869  11.5616  -0.0013  -0.0022  0.0031
Si  9.4399  6.8582  22.8814  -0.0004  0.0042  0.0064
Si  4.5436  6.163  23  0.0025  -0.0031  -0.0047
Si  5.9951  -0.0451  9.1691  -0.0113  0.009  -0.0012
Si  8.3175  -1.1694  20.4146  -0.0005  0.0018  -0.001
O  12.9849  0.9443  22.7001  -0.0045  -0.0025  -0.0009
O  5.4192  13.2943  15.2341  0.0004  -0.0023  -0.0002
O  14.2683  3.9259  19.5405  0.0002  -0.0004  0.0045
O  9.8931  3.1685  13.0257  -0.001  -0.0002  0.0012
O  5.7552  6.3778  17.2144  0.0023  -0.0002  0.004
O  5.6402  9.4448  12.6612  -0.0002  -0.0001  -0.0003
O  7.0204  0.9834  9.9644  -0.0014  -0.0035  0.0059
O  4.5571  10.8954  15.0055  0.0003  -0.0003  0.0003
O  8.328  3.172  10.9261  -0.002  -0.0057  -0.0053
O  14.4481  8.6455  14.3482  0.0022  0  0.001
O  8.4537  0.1743  21.3257  -0.0002  -0.0025  0.0017
O  10.2181  7.2313  12.866  0.0018  0.0009  0.0043
O  3.7724  8.0416  11.3869  0.0003  0.0004  0.0025
O  2.9899  1.8182  16.0047  0.0013  -0.0004  0.0011
O  11.8392  3.4542  14.7979  0.0004  0.0001  -0.001
O  5.723  6.9071  22.1169  -0.006  -0.0033  0.0042
O  14.373  5.2233  10.9284  -0.0016  0.0014  0.0038
O  10.5063  1.7467  21.7014  0.0023  -0.0029  0.002
O  9.9581  15.0331  16.569  -0.0001  -0.0001  0.0011
O  8.347  2.7922  20.5053  0.002  -0.0002  0.0039
O  3.7314  1.9049  13.3885  0.0007  -0.0005  0.0012
O  18.488  -0.3671  14.0771  0.0004  0.0004  0.0014
O  0.6189  12.8778  17.0647  0.0005  0.0001  0.0013
O  14.8782  2.2475  21.5178  -0.0004  -0.0027  0.0024
O  9.1082  -4.8642  14.9667  -0.0002  0.0007  0.0002
O  8.3343  6.2449  17.4657  0.0004  -0.0012  0.0013
O  6.3351  4.6384  15.3984  0.001  -0.0014  0.0009
O  1.2794  4.1445  12.1359  0.0007  0.001  0.0007
O  7.712  -0.7483  18.9844  0.0019  -0.0022  0.0051
O  11.6506  -0.7391  21.3177  0.0006  0.0024  0.0035
O  18.6834  7.8807  13.4027  0.0022  -0.0017  0.0015
O  12.1616  12.5338  12.7795  0.0008  0.0003  0.002
O  8.4438  16.346  12.4763  0.0005  -0.0007  0.0027
O  3.4158  8.9111  19.4072  -0.0001  -0.0008  0.0032
O  7.3259  -2.1977  21.1962  -0.0012  -0.0012  0.002
O  -4.1889  6.6697  19.6425  -0.0003  0.0008  0.0066
O  1.5535  15.2274  17.4312  0.002  0.0002  0.0031
O  10.5373  -2.2088  16.0113  0.0009  -0.0002  0.001
O  16.1155  -0.2016  18.4961  0.0026  -0.0002  0.0029
O  9.6963  0.1999  15.3564  -0.002  0.0009  0.0007
O  3.9676  9.0969  16.8847  0.0007  -0.0021  -0.0006
O  12.7695  7.1659  13.2278  0.0003  -0.0007  0.001
O  7.9653  2.1679  15.314  0.0009  -0.0006  0.0008
O  6.017  8.7101  15.1805  -0.0007  -0.0004  0.0007
O  2.9571  2.4747  10.966  -0.0008  0.0016  0.004
O  15.026  6.1238  14.8898  0.0002  0  0.0012
O  11.6196  8.8074  11.3006  0.0004  -0.0038  0.0012
O  1.7553  6.8505  9.9991  -0.0008  0.0024  0.0026
O  3.9233  4.9914  21.9707  0.0001  0.0075  0.0064
O  7.2137  11.0369  16.6677  0.0007  0.0002  0.0024
O  7.1331  14.2511  13.2301  0.0012  -0.0001  0.0002
O  12.2832  -0.2318  15.7585  0.0003  -0.0005  0.0011
O  10.5293  7.9526  22.3761  -0.0022  -0.0038  0.0027
O  10.7735  6.4219  17.1575  -0.0003  0.0001  0.0015
O  12.1895  7.7276  20.4534  -0.0021  0.0015  0.0052
O  7.1357  4.2938  18.4928  0.0004  0.0009  0.0028
O  12.7966  7.1306  15.8071  0.0009  0.0004  0.0008
O  6.7252  12.7176  18.7406  0.0002  -0.0016  0.0025
O  11.2922  9.5434  13.6808  0.0002  -0.0014  -0.0001
O  8.4011  6.3324  21.7124  -0.0005  0.0006  0.0026
O  3.2943  -0.1742  11.8332  0.001  -0.0003  0.0025
O  4.0562  -17.3472  17.0319  -0.0004  -0.0006  0.0034
O  2.5801  11.1349  18.0642  0.0009  0.0002  0.0023
O  9.7278  8.9922  20.0861  0.0007  -0.0009  0.0042
O  5.2217  -1.036  10.1892  0.006  0.0045  -0.0048
O  5.8257  3.6606  20.5909  -0.0038  0.0013  0.0063
O  2.7796  6.3298  18.7109  0.001  -0.0004  0.0035
O  12.2405  8.4647  17.9899  0.0002  -0.0006  0.0039

Results
free energy: -137506.740 eV
free energy less fixed offsets of O -568.88, Si -635.61 eV per atom: 1.960 eV

The program warned: the cutoff lies below the one the program advises for these potential files; the forces do not sum to zero within the program's tolerance; the exchange-correlation potential is rough where the density is thin.
